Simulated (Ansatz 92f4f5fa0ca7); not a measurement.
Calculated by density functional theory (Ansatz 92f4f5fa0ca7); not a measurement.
Periodic cell of 159 atoms, Si96O61N2, from a study of silicon, its oxide and their interface. The atomic structure is a simulated model.

Settings
functional: r2SCAN
potential files: Ansatz norm-conserving
basis: plane waves
wave-function cutoff: 1300 eV
density cutoff ratio: 4
exchange-correlation grid ratio: 1
k mesh: 2 x 2 x 1, shifted by 0.5 0.5 0.5 of a step
self-consistency stop: 5e-08 eV per atom in the density residual
occupations: Fermi-Dirac, 0.05 eV
spin: none
net charge: 0

Cell vectors (angstrom)
a 10.88 0 0
b 0 10.88 0
c 0 0 23.1246

Atoms: element, x, y, z (angstrom)
Si -0.0815 0.448 -0.0567
Si 2.9987 2.3069 0.187
Si -0.462 6.1251 -0.2035
Si 2.8391 8.0601 0.281
Si 4.9923 -0.1758 -0.0428
Si 8.7426 2.8631 -0.3839
Si 5.0424 5.7365 0.2985
Si 8.5199 7.9046 -0.2705
Si 1.3739 1.366 1.5397
Si 3.9717 4.0629 1.5012
Si 1.2101 6.803 1.385
Si 3.9967 9.5044 1.6403
Si 6.9125 1.5019 1.4448
Si 9.6874 4.3257 1.1866
Si 6.9099 6.8687 1.2343
Si 9.59 9.5402 1.1142
Si 0.0505 2.8738 2.7152
Si 2.6606 -0.0056 2.9152
Si -0.0372 8.2348 2.7136
Si 2.587 5.4257 2.7834
Si 5.3884 2.7167 2.7966
Si 8.3405 0.043 2.6506
Si 5.5432 8.1646 2.7396
Si 8.1784 5.4232 2.6429
Si 1.3623 4.0809 4.229
Si 4.0901 1.3553 4.1913
Si 1.3194 9.4717 4.1952
Si 4.0905 6.7756 4.0737
Si 6.8288 4.0607 4.0758
Si 9.6039 1.4099 4.0865
Si 6.9093 9.5804 4.0757
Si 9.4977 6.8135 4.0664
Si 0.0233 0.021 5.4978
Si 2.7517 2.7029 5.5624
Si -0.011 5.4879 5.487
Si 2.7287 8.0973 5.4882
Si 5.5123 0.0088 5.4707
Si 8.17 2.6863 5.4523
Si 5.4666 5.4223 5.4345
Si 8.172 8.1461 5.4708
Si 1.3987 1.3198 6.893
Si 4.1842 4.0588 6.87
Si 1.3755 6.761 6.9158
Si 4.1453 9.4744 6.7752
Si 6.8432 1.3428 6.8986
Si 9.5038 4.0941 6.7765
Si 6.8102 6.7483 6.8289
Si 9.5503 9.5001 6.8154
Si -0.0391 2.7262 8.1168
Si 2.8485 -0.0585 8.1836
Si -0.0415 8.1442 8.2884
Si 2.8095 5.3638 8.2836
Si 5.5646 2.7596 8.3273
Si 8.1956 -0.0915 8.2255
Si 5.4627 8.133 8.176
Si 8.1275 5.333 8.21
Si 1.3901 3.9082 9.5095
Si 4.2069 1.3204 9.5657
Si 1.4416 9.5228 9.5486
Si 4.2596 6.7268 9.6244
Si 6.9052 4.1147 9.8538
Si 9.5025 1.3905 9.4624
Si 6.8685 9.36 9.5828
Si 9.3093 6.7536 9.619
Si 0.1846 0.2538 10.6636
Si 2.5562 2.3657 10.8743
Si 0.1738 5.5774 10.6727
Si 2.4478 7.6973 10.7831
Si 5.8034 0.1001 10.8603
Si 8.3492 1.9165 11.5023
Si 5.8447 5.7907 11.1038
Si 7.5947 7.6167 11.0578
Si 1.5291 6.1372 13.1835
Si 2.2621 10.8894 18.6524
Si 4.5288 4.7766 16.037
Si 1.4996 7.6915 15.6771
Si 5.7672 3.3437 18.681
Si 9.9587 0.9187 14.0487
Si 3.9236 4.128 13.1798
Si 9.4277 9.4195 12.762
Si -5.903 10.5586 17.1383
Si 1.0768 -1.1652 13.8251
Si 0.936 12.6082 16.3641
Si 4.674 7.9274 15.427
Si 4.1732 -0.8065 13.3609
Si 2.3643 6.0432 17.772
Si -7.0149 12.707 15.0983
Si 0.3824 3.7527 18.6713
Si -6.2549 7.5782 19.4801
Si 1.5191 1.8027 20.8162
Si 2.021 8.6616 20.6001
Si 1.4103 5.7533 20.5173
Si 4.4496 4.988 20.7412
Si 8.4807 3.3525 19.5605
Si 6.8008 12.0082 18.973
Si 6.4917 9.4611 20.77
O -1.3992 1.4151 -0.2637
O 0.7124 0.6194 21.6031
O -2.5803 1.8229 18.9507
O 4.0775 1.1571 22.7833
O -3.166 8.6513 21.5238
O -4.0242 10.9804 20.2609
O 2.0247 8.9612 22.2144
O 4.0633 7.0114 -0.197
O 5.267 -1.1538 21.8216
O 2.2739 2.7627 -1.2357
O 3.5734 8.3794 20.3669
O 7.2713 2.69 23.4498
O 5.2503 4.7175 22.1232
O 2.9063 5.3995 21.0596
O 11.1359 5.3297 21.5868
O 6.4683 11.1647 0.4292
O -1.0836 -0.4924 11.5005
O 1.3091 1.349 11.3281
O 3.3388 2.9304 12.228
N 4.3963 -7.3791 14.7616
O 1.2894 6.6943 10.1773
O 0.2964 5.5035 12.3243
O 0.9591 9.2056 15.3928
O 0.9048 6.6595 14.5877
O 4.8283 -0.7192 11.9001
O 7.0077 0.9354 11.671
O 9.2481 1.9143 12.9435
O 2.344 -3.5592 12.3975
O 7.8012 3.4304 11.1301
O 8.2906 8.3214 12.4351
O 5.0647 5.0238 12.4186
O 1.246 7.0885 17.1554
O 2.641 5.0372 13.5497
O 4.9519 8.79 14.0512
O -0.4845 12.422 15.5168
O 1.2956 11.4108 17.4382
O 3.087 7.8024 15.5147
O -8.6392 12.7774 15.3957
O -9.7316 7.3408 20.3156
O 5.4147 4.0397 17.2062
O 8.6624 3.336 21.1877
O 7.1127 4.1471 19.1885
O -1.1992 4.1308 18.7789
O 5.1504 6.3134 15.5769
O 3.0223 5.0501 16.6485
O 9.0431 10.4141 14.04
O 11.4312 11.2275 13.6072
O -5.6175 6.2474 20.1185
O -4.9715 8.6076 19.4601
O 2.5731 1.1745 19.7397
O 1.4952 -1.1547 19.4896
O -6.3021 11.9585 16.3652
O 0.0156 8.7323 13.0486
O 5.2174 9.0474 16.516
O 4.2484 11.6083 13.9414
O 0.7183 3.0849 17.2321
O 2.5912 -1.1483 13.2947
O 3.6599 6.9482 18.2734
O 4.5335 3.7361 19.7044
O -7.1857 10.3341 18.1243
O -4.4602 10.9786 17.7571
O 0.5412 2.7223 19.9195
N 1.4118 5.1077 18.9048

Results
free energy: -40200.106 eV
free energy less fixed offsets of N -289.75, O -463.61, Si -117.95 eV per atom: -17.196 eV
pressure: -2.16 GPa
stress xx, yy, zz, yz, xz, xy (GPa, positive in tension): 1.99, 2.4, 2.11, -0.98, 0.55, 0.12

Forces (eV/angstrom), in the order of the atoms: element, x, y, z
Si -0.1554 0.1972 -0.2397
Si 0.3404 0.2121 -0.6133
Si 0.6856 -0.7992 -0.0827
Si -0.0876 -0.129 -0.1623
Si -0.3233 0.0874 0.1488
Si -0.0804 0.1095 0.2407
Si -0.0382 0.1501 -0.5334
Si -0.8943 0.643 -0.3161
Si 0.0692 -0.1363 -0.0545
Si -0.0969 -0.1294 -0.0015
Si 0.2983 0.2347 -0.4576
Si 0.0156 0.055 -0.3321
Si -0.2489 0.1293 -0.6539
Si -0.0941 -0.031 -0.0491
Si -0.2058 -0.2498 0.0406
Si 0.3946 0.0664 -0.0731
Si -0.0391 0.1616 0.0806
Si -0.0243 -0.062 0.2224
Si -0.1553 0.0837 -0.088
Si -0.1002 -0.1532 0.0851
Si 0.0834 -0.1075 -0.0152
Si -0.0812 0.1555 0.1327
Si 0.1139 0.1041 0.2148
Si -0.0973 0.0354 0.0212
Si -0.007 0.1556 -0.0082
Si -0.1553 0.0169 -0.0535
Si 0.0518 0.0842 -0.1031
Si 0.1117 0.0087 -0.2417
Si 0.0013 0.0565 -0.0848
Si 0.1149 -0.0452 -0.2089
Si -0.0779 -0.0825 -0.1929
Si 0.0953 -0.0028 -0.1983
Si 0.1029 -0.0299 0.0378
Si 0.0903 0.0682 0.0262
Si -0.0132 0.0207 -0.0095
Si -0.0748 0.0536 0.0628
Si -0.0099 -0.0572 0.1043
Si -0.0056 0.0243 0.025
Si -0.1061 -0.1178 0.0105
Si 0.0384 0.045 0.0072
Si -0.04 -0.121 -0.037
Si -0.0406 0.159 0.2078
Si 0.0737 -0.0049 0.3107
Si -0.0947 -0.0043 -0.0364
Si -0.0056 -0.0436 0.1221
Si 0.1194 0.0286 0.0219
Si -0.064 0.0882 0.0098
Si 0.0596 -0.039 0.2002
Si 0.0709 0.0497 -0.0737
Si -0.0333 0.116 0.1067
Si -0.0534 0.1056 -0.1746
Si 0.0382 -0.0666 -0.3741
Si -0.096 0.0712 0.0547
Si 0.0841 -0.1928 -0.1623
Si -0.0435 -0.0594 -0.0046
Si 0.0009 0.0993 0.0402
Si -0.0281 0.1772 0.3463
Si 0.1213 -0.1739 0.0983
Si 0.1553 -0.1946 0.5232
Si -0.188 0.1778 0.0553
Si 0.2246 -0.1742 0.2236
Si 0.1151 0.0202 0.2166
Si -0.1116 0.1051 0.0255
Si 0.1254 -0.0342 0.0984
Si 0.5642 0.1435 -0.0646
Si -0.3614 -0.1733 0.5565
Si 0.4736 -0.0883 -0.0286
Si -0.4156 -0.0708 -0.0739
Si -0.2104 -0.046 0.1931
Si -0.2168 0.0393 0.109
Si -0.7438 -0.5459 0.4188
Si 0.6391 0.4289 0.1338
Si -0.1554 0.0793 0.4719
Si -0.1517 0.0787 -0.3068
Si -0.0307 -0.1321 0.1937
Si -0.0753 0.0241 0.4262
Si -0.3193 0.7753 -0.1551
Si 0.2642 -0.0135 0.4046
Si -0.2246 -0.1628 0.1273
Si 0.1811 -0.1619 0.3085
Si 0.0781 -0.1036 0.1121
Si 0.0346 0.0588 0.5379
Si 0.0436 0.1565 0.2909
Si -0.105 -0.0982 0.2868
Si -0.0122 0.1444 0.0863
Si -0.2216 -0.0682 -0.1323
Si -0.2045 0.0235 0.2947
Si 0.1439 -0.0303 -0.4591
Si -0.0656 -0.1801 -0.2296
Si 0.1857 0.0917 -0.2283
Si 0.0096 0.1095 -0.0443
Si 0.1331 -0.0649 -0.1765
Si 0.2152 -0.1039 -0.0788
Si 0.3397 0.2396 -0.1749
Si 0.1602 -0.5935 -0.1994
Si -0.3051 0.1517 -0.3734
O 0.0862 0.0788 -0.1049
O -0.1964 -0.0312 0.3762
O -0.2188 0.2165 0.2805
O 0.0726 0.0391 0.1626
O 0.3848 -0.3336 0.5008
O 0.1093 -0.0783 -0.0254
O 0.2283 -0.4395 0.1194
O -0.1747 -0.1544 0.3891
O 0.2783 0.0199 -0.1086
O -0.0044 -0.2681 0.2446
O -0.0674 -0.1206 -0.1174
O 0.3075 -0.4384 0.216
O -0.1624 0.3265 -0.2153
O -0.1402 0.0996 -0.0718
O -0.2481 0.353 0.3166
O -0.1373 0.1422 0.146
O 0.1573 0.0682 0.0504
O -0.203 -0.4778 -0.5072
O 0.041 0.1493 -0.251
N 0.0094 0.1582 -0.3052
O -0.0572 0.0813 0.4948
O 0.2219 0.22 -0.4184
O 0.2007 -0.0948 -0.5739
O 0.286 0.0213 -0.2929
O 0.1985 0.0122 -0.0815
O 0.1214 0.2403 -0.2124
O -0.3746 -0.0027 -0.4212
O 0.0148 -0.0951 -0.5145
O -0.2413 -0.1413 -0.2112
O -0.1357 0.0103 -0.3724
O 0.3689 0.3472 -0.3942
O 0.431 -0.0718 -0.2935
O -0.0124 0.1859 -0.2293
O -0.18 0.1141 -0.0629
O 0.0307 -0.2 -0.3688
O 0.1181 0.1201 0.0288
O 0.082 0.0523 -0.0645
O 0.2268 -0.1335 -0.0731
O 0.2095 0.0094 0.2225
O -0.0681 -0.1556 0.2471
O -0.126 -0.1235 -0.1848
O -0.0643 -0.3716 0.1132
O -0.1227 -0.3358 0.3539
O -0.2317 -0.0907 -0.0293
O 0.228 0.1869 0.0123
O 0.1567 -0.0596 -0.5397
O -0.1698 -0.0672 0.033
O -0.327 0.0455 0.067
O -0.0151 0.0732 0.4259
O -0.2085 -0.02 0.2347
O 0.2506 -0.0776 0.296
O -0.0589 -0.1866 -0.0903
O -0.1643 0.2988 -0.0942
O -0.2181 0.0751 -0.1963
O -0.0594 -0.2069 0.0134
O -0.0647 -0.1501 0.202
O -0.0376 -0.0238 0.039
O 0.0457 0.0621 0.2789
O 0.206 0.1137 0.0295
O 0.0255 0.1275 -0.0166
O -0.1354 0.1807 0.2248
O 0.0194 -0.1378 0.1708
N 0.0378 0.0323 0.4382
